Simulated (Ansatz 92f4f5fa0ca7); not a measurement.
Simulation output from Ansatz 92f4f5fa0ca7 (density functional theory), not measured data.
Periodic cell of 234 atoms, Si134O100, from a study of silicon, its oxide and their interface. The atomic structure is a simulated model.

Settings: functional PBE; potential files Ansatz PAW; basis plane waves; wave-function cutoff 700 eV; density cutoff ratio 5; exchange-correlation grid ratio 2; k mesh 2 x 2 x 1, shifted by 0.5 0.5 0.5 of a step; self-consistency stop 5e-08 eV per atom in the density residual; occupations Fermi-Dirac, 0.05 eV; spin none; net charge 0.

Cell vectors (angstrom)
a, 11.5983, 0, 0
b, 0, 15.4644, 0
c, -0.9334, -5.4153, 23.125

Atoms and the computed forces on them: element, x, y, z (angstrom), force x, y, z (eV/angstrom)
Si, 2.8239, 1.7408, -0.2403, 0.0503, 0.0154, -0.118
Si, 2.9555, 4.8661, -0.1894, 0.0052, -0.0605, -0.0543
Si, 2.8348, 9.4478, -0.179, -0.0596, 0.0494, -0.1028
Si, 2.7857, 12.5623, -0.0777, -0.0579, 0.0147, -0.1916
Si, 6.7436, 1.8114, -0.2854, 0.0572, 0.0295, -0.1692
Si, 6.7087, 4.9575, -0.2895, 0.0033, 0.1104, -0.0225
Si, 6.64, 9.6657, -0.2871, 0.0985, 0.1358, -0.3349
Si, 6.5787, 12.7344, 0.1649, -0.0217, 0.1697, -0.262
Si, 10.7866, 1.8869, -0.1561, -0.0558, -0.014, 0.0511
Si, 10.5882, 5.0354, -0.3797, -0.0168, 0.0044, -0.0464
Si, 10.608, 9.4149, 0.2854, -0.0645, 0.0509, -0.0256
Si, 10.3591, 12.5687, 0.1821, 0.042, -0.1086, -0.0836
Si, 4.8086, 1.4196, 1.0898, -0.1319, 0.0128, -0.2162
Si, 4.8436, 5.2354, 1.1718, 0.0019, 0.0099, -0.2079
Si, 4.7825, 9.225, 1.1567, -0.0746, 0.0373, -0.1089
Si, 4.6261, 12.8403, 1.4019, -0.0124, -0.0113, -0.1872
Si, 8.7114, 1.4774, 1.0444, 0.0481, 0.1025, -0.229
Si, 8.6751, 5.2802, 1.0381, -0.0691, -0.0604, -0.228
Si, 8.4835, 9.0981, 1.2117, -0.0613, -0.0293, -0.25
Si, 8.4937, 13.0615, 1.4467, -0.1128, -0.1159, -0.0973
Si, 12.5984, 1.5786, 1.279, 0.1219, -0.0839, -0.1224
Si, 12.5369, 5.3296, 1.0496, 0.043, -0.1564, -0.2995
Si, 12.6382, 9.0726, 1.3602, 0.054, 0.1062, -0.2311
Si, 12.4748, 13.0395, 1.2331, -0.0422, -0.0501, -0.2822
Si, 4.8239, 3.3378, 2.5293, 0.0201, -0.2164, 0.0732
Si, 4.7992, 7.2395, 2.4898, -0.0393, -0.0584, -0.0892
Si, 4.7317, 10.9767, 2.78, 0.005, -0.0505, 0.2447
Si, 4.7419, 14.923, 2.5021, 0.0562, 0.1019, -0.0886
Si, 8.6929, 3.3913, 2.4592, 0.0004, -0.0011, 0.0406
Si, 8.5893, 7.1516, 2.5244, 0.059, 0.0485, -0.0685
Si, 8.5669, 11.0227, 2.6761, -0.0189, 0.0091, 0.4053
Si, 8.6399, 15.0679, 2.5659, 0.0085, 0.0656, -0.0258
Si, 12.5726, 3.5034, 2.5702, -0.0187, 0.125, 0.1053
Si, 12.5703, 7.1367, 2.6189, -0.0252, -0.0382, 0.0912
Si, 12.5212, 11.0713, 2.6681, -0.083, -0.0461, 0.2932
Si, 12.5153, 15.011, 2.5217, 0.0228, -0.0008, -0.0852
Si, 2.9102, 3.4637, 3.9188, 0.0453, 0.0563, -0.1036
Si, 2.9161, 7.2141, 3.9743, 0.0727, 0.0453, 0.0677
Si, 2.7951, 11.0166, 4.1377, -0.1543, 0.0019, -0.1797
Si, 2.8318, 14.9579, 3.8882, -0.0057, -0.0346, 0.0641
Si, 6.7645, 3.372, 3.8536, 0.0261, -0.1073, -0.1501
Si, 6.6909, 7.2046, 3.9282, -0.0099, 0.0299, 0.1244
Si, 6.6908, 11.0436, 4.1231, 0.1936, -0.0651, -0.2
Si, 6.684, 14.9638, 3.8814, -0.1154, -0.0315, 0.0974
Si, 10.6034, 3.3983, 3.8674, 0.0251, -0.0302, -0.1445
Si, 10.545, 7.2056, 3.9286, -0.06, 0.0752, 0.0303
Si, 10.5474, 11.0323, 4.053, 0.0594, -0.0147, -0.2259
Si, 10.588, 14.947, 3.905, 0.0085, -0.0886, 0.1506
Si, 2.8556, 1.4754, 5.1401, -0.0707, -0.0283, 0.0967
Si, 2.9726, 5.3312, 5.3838, -0.0308, -0.0636, -0.004
Si, 2.8346, 9.0717, 5.5035, -0.0453, 0.0654, 0.1485
Si, 2.7629, 13.0454, 5.3435, 0.1974, 0.002, -0.0685
Si, 6.7499, 1.4473, 5.1811, -0.045, 0.1912, -0.0233
Si, 6.6471, 5.2642, 5.2615, 0.0732, -0.0318, -0.0655
Si, 6.736, 9.0785, 5.4402, -0.0635, -0.0229, -0.0507
Si, 6.7139, 13.0639, 5.3587, 0.044, -0.0399, 0.0524
Si, 10.6091, 1.4463, 5.1865, 0.0268, 0.0263, 0.0073
Si, 10.5552, 5.2649, 5.2849, -0.0207, -0.0748, 0.0229
Si, 10.5136, 9.0993, 5.4401, 0.0812, 0.1177, -0.1016
Si, 10.5902, 13.009, 5.3788, -0.0744, -0.0441, -0.1766
Si, 4.7892, 1.5934, 6.45, 0.0443, 0.1521, -0.224
Si, 4.8817, 5.3428, 6.8364, 0.0362, 0.0653, 0.1816
Si, 4.8552, 9.1347, 6.8707, -0.0636, 0.0219, 0.0261
Si, 4.7099, 13.0567, 6.6442, -0.0875, -0.0745, -0.2036
Si, 8.6803, 1.4034, 6.5291, 0.0098, -0.1609, -0.1784
Si, 8.5596, 5.1446, 6.5894, 0.0198, 0.0238, -0.1027
Si, 8.6051, 9.0752, 6.9058, -0.0012, 0.0747, 0.2778
Si, 8.6721, 13.0423, 6.7677, -0.0416, -0.09, 0.04
Si, 12.5521, 1.4145, 6.5123, 0.0517, -0.0871, -0.1672
Si, 12.5412, 5.2727, 6.5953, 0.0236, 0.1569, -0.2126
Si, 12.4243, 9.0576, 6.8481, 0.1217, -0.1325, 0.0074
Si, 12.4972, 13.0206, 6.8227, -0.0984, -0.0517, 0.1832
Si, 4.7564, 3.3285, 8.0763, -0.0438, -0.0866, 0.2355
Si, 4.9285, 7.2449, 8.3612, 0.0808, -0.0371, 0.2355
Si, 4.7787, 11.2008, 8.1368, -0.1336, -0.0236, 0.1501
Si, 4.8708, 15.1311, 7.6669, -0.0688, 0.0041, 0.2303
Si, 8.5126, 3.2189, 7.9584, -0.1027, -0.0067, 0.2163
Si, 8.6372, 6.9128, 8.0681, 0.0312, 0.2181, 0.1176
Si, 8.4923, 11.1852, 8.3059, 0.0333, 0.0728, 0.0542
Si, 8.8316, 15.063, 8.0087, 0.1144, 0.0576, 0.285
Si, 12.5281, 3.3175, 7.8332, 0.0171, -0.0363, 0.2717
Si, 12.4301, 7.0175, 8.1438, -0.1235, 0.0023, 0.2582
Si, 12.4845, 11.02, 8.2388, 0.1417, 0.0418, 0.0831
Si, 12.5887, 15.0937, 8.0435, 0.0468, 0.0345, 0.2326
Si, 2.7289, 3.1011, 9.3526, -0.1462, -0.1881, 0.4192
Si, 2.7814, 7.3353, 9.4385, -0.1203, 0.2742, 0.1131
Si, 2.9147, 10.5573, 9.526, -0.0229, 0.0048, 0.1032
Si, 3.0913, 15.5159, 9.1036, 0.0944, -0.0245, 0.1714
Si, 6.6308, 2.6651, 9.4036, 0.07, -0.2668, 0.4261
Si, 7.0252, 7.1945, 9.7688, 0.1615, -0.1568, -0.1233
Si, 6.4855, 11.9729, 9.6638, -0.1389, 0.2013, 0.0463
Si, 6.7516, 15.0883, 9.0403, -0.0276, 0.1248, 0.2506
Si, 10.5543, 3.2779, 9.0732, 0.051, -0.0134, 0.455
Si, 10.4814, 6.3296, 9.4645, 0.1959, -0.1613, 0.1146
Si, 10.4987, 11.0496, 9.5527, -0.1318, -0.0635, 0.0103
Si, 10.7279, 15.698, 9.4487, -0.0307, 0.1472, 0.1884
Si, 2.92, 5.2206, 11.6284, -0.1221, -0.0432, -0.08
Si, 2.9416, -1.4535, 11.6166, -0.0179, 0.1281, 0.18
Si, 2.4091, 2.543, 15.8041, -0.0318, -0.089, -0.0075
Si, -0.287, 7.29, 15.8709, -0.045, -0.0473, 0.0412
Si, 13.1603, 8.9469, 17.7714, 0.0642, -0.0667, -0.3979
Si, 4.3513, -5.1839, 14.9206, -0.0872, -0.0422, 0.3069
Si, 6.064, 0.7015, 19.9281, 0.0128, -0.1173, -0.3659
Si, 11.5657, -1.9999, 11.3308, -0.1623, 0.0392, 0.1055
Si, 3.9997, 7.5945, 16.2936, 0.0077, 0.0108, 0.0096
Si, 9.3598, 8.5256, 11.1574, 0.0733, -0.1146, -0.0468
Si, 8.7737, 5.553, 16.3465, 0.1399, 0.1291, 0.0125
Si, 6.4194, 3.6968, 19.8904, 0.1668, 0.1253, -0.2524
Si, 2.1295, 0.32, 13.9726, 0.0326, 0.0679, 0.3204
Si, 8.6722, -3.6577, 15.4137, -0.0529, 0.0415, 0.1109
Si, 9.9391, 9.5169, 13.9966, 0.0807, 0.2385, 0.3268
Si, 2.1007, 5.5423, 14.7355, -0.1134, 0.0535, 0.3591
Si, 3.2449, -1.4107, 16.3178, 0.0359, 0.0671, 0.0349
Si, 13.3361, 1.6845, 20.7943, 0.0406, 0.0641, 0.0134
Si, 4.53, 11.5206, 12.0345, -0.093, 0.01, 0.0832
Si, 11.3818, 1.1579, 15.3615, 0.0004, 0.0161, -0.0321
Si, 9.569, 7.1196, 20.2184, -0.1462, 0.0681, -0.2547
Si, 9.0046, -4.1497, 18.3748, -0.1478, -0.0034, -0.1786
Si, 11.0982, -3.2426, 14.033, -0.1222, -0.1629, 0.2795
Si, 6.9349, 4.3951, 14.6692, 0.1593, 0.0376, 0.2313
Si, 5.986, 5.371, 17.2968, 0.0879, 0.1127, -0.1497
Si, 6.1022, 4.8047, 11.6294, 0.1604, 0.012, -0.047
Si, 2.1975, -6.0197, 20.7889, -0.0381, -0.0785, -0.0111
Si, 10.239, 1.3388, 20.1401, -0.0012, -0.0774, -0.3785
Si, 8.9628, 2.6755, 15.8094, -0.0048, 0.0371, -0.0672
Si, 7.4977, -1.7277, 18.5183, 0.0248, -0.2117, -0.2243
Si, 9.4155, 4.2112, 20.2777, -0.1206, 0.1262, -0.1116
Si, 10.0026, -5.555, 20.5734, -0.2345, 0.0526, -0.5056
Si, 1.7901, -4.0101, 16.0356, -0.0238, -0.0897, 0.0674
Si, 5.2614, -5.9363, 20.9334, 0.3136, -0.2331, -0.0356
Si, 7.6388, 9.0474, 19.3777, 0.1101, 0.0172, -0.456
Si, 9.4742, 0.2054, 17.3754, -0.0285, 0.0022, -0.2739
Si, 5.8424, -2.8561, 16.2686, 0.0513, 0.0608, 0.0486
Si, 3.3954, 1.071, 18.1997, 0.0178, -0.0506, -0.4308
O, 13.0525, 9.1324, 19.375, 0.0626, 0.0567, 0.3277
O, 8.4009, -2.8886, 19.2414, -0.0596, 0.1001, 0.0559
O, 2.8722, 3.312, -0.8282, -0.0017, 0.1181, 0.4724
O, 3.2598, 5.841, -1.4867, -0.0462, -0.014, 0.04
O, 2.953, 8.5123, -1.5457, -0.0379, -0.0882, 0.0702
O, 2.686, 11.0208, -0.7334, 0.1257, 0.0759, 0.4178
O, 9.7906, 2.8106, 19.5257, 0.0281, -0.1317, 0.1385
O, 6.059, -6.534, 19.6298, -0.2451, 0.1432, 0.3063
O, 10.3038, -4.7108, 19.1886, 0.0699, -0.1248, 0.3392
O, 6.6187, 5.9622, -1.6189, -0.0247, -0.178, 0.3082
O, 2.6169, 0.7507, -1.569, -0.0143, 0.0704, 0.1741
O, 12.1603, -3.3062, 15.2557, -0.0543, 0.0524, -0.1612
O, 6.4646, 9.1066, -1.8604, -0.092, -0.0161, 0.537
O, 6.7855, 11.2908, -0.6164, -0.0981, -0.1514, 0.3562
O, 6.3617, 13.9021, -0.965, 0.0382, 0.0117, -0.0594
O, 10.7082, 3.4147, -0.8719, -0.0874, 0.0591, 0.329
O, 8.4089, -1.0198, 17.3537, -0.0082, 0.0594, 0.0877
O, 10.3824, 6.0599, -1.707, 0.0164, -0.2548, 0.3474
O, 9.3754, 4.0521, 16.5969, -0.0568, -0.082, -0.0113
O, 10.7984, 9.2778, -1.333, 0.0518, -0.0529, 0.2246
O, 7.6609, 2.9351, 14.8566, -0.045, 0.0942, -0.0192
O, 10.5824, 11.0142, 0.6293, 0.1141, 0.041, -0.1295
O, 3.7506, -5.7893, 20.4249, -0.0429, -0.0097, -0.0043
O, 2.8881, 1.5233, 9.8715, -0.0288, 0.0082, -0.4897
O, 3.9437, 13.0138, 12.4475, 0.037, -0.0309, -0.0648
O, 2.3672, 3.9461, 10.7544, 0.0757, -0.0351, -0.3351
O, 2.525, 6.6367, 10.9232, 0.0496, -0.0824, -0.249
O, 8.0871, 5.5677, 14.8521, -0.1331, -0.1354, -0.0021
O, 9.9603, 6.6209, 16.4769, 0.0034, -0.0003, 0.0048
O, 10.1264, 5.6312, 19.7696, -0.0486, -0.0823, 0.1179
O, 3.3181, 10.9618, 11.0903, -0.114, -0.0333, -0.3046
O, 6.6579, 1.0551, 9.9383, 0.0179, 0.264, -0.5858
O, 8.739, 10.2552, 14.8605, 0.0629, -0.0588, -0.1288
O, 2.696, 8.9448, 9.7674, 0.0945, 0.1045, -0.2442
O, 5.9399, 11.5099, 11.1869, 0.2583, 0.0508, -0.2556
O, 4.809, -4.823, 13.3942, 0.0171, 0.1286, -0.3397
O, 0.6176, 6.1862, 15.0562, 0.1084, -0.0291, -0.0808
O, 6.6557, 13.6376, 9.8798, 0.006, -0.3815, -0.2251
O, 6.9163, 6.0756, 10.9921, -0.1255, 0.0827, -0.1207
O, 10.893, -0.5813, 10.8825, 0.0587, -0.0545, -0.0825
O, 10.9313, -4.7635, 13.4373, 0.0137, -0.031, -0.0619
O, 2.585, -0.1261, 12.4975, 0.0296, -0.1836, -0.1604
O, 10.5536, 4.7124, 9.9689, 0.012, 0.2199, -0.5281
O, 10.2601, 9.7008, 10.474, -0.0288, 0.0242, -0.0313
O, 9.2519, 8.7286, 12.7647, -0.0747, -0.0696, -0.2787
O, 10.6993, -3.1651, 10.6063, 0.0498, 0.0295, -0.0468
O, 7.8162, 4.4908, 20.1557, 0.0404, 0.0004, 0.0323
O, 5.8138, 4.5514, 15.8719, 0.0461, -0.0574, -0.1034
O, 8.3889, 7.6078, 19.1761, 0.1429, -0.0576, 0.2311
O, 2.7473, -4.8527, 15.0069, 0.0686, 0.025, -0.0991
O, 12.1039, 0.5497, 14.0365, 0.0947, -0.0224, 0.003
O, 2.8638, 1.7222, 14.4438, -0.0836, -0.0891, -0.031
O, 5.6582, 4.433, 18.6123, 0.0722, -0.137, 0.2521
O, 6.318, 4.5624, 13.2121, -0.0663, 0.0457, -0.3115
O, 10.2115, 2.1871, 14.8778, 0.0009, -0.0172, 0.0734
O, 12.8267, 10.4051, 17.1309, 0.021, -0.0494, 0.076
O, 13.1592, -2.1087, 10.998, 0.1201, -0.0408, -0.0846
O, 8.6382, 1.5364, 16.9227, 0.0243, 0.0036, 0.0512
O, 5.0941, -4.2832, 16.0667, -0.0076, -0.09, -0.0759
O, 10.6349, 1.8426, 9.969, -0.0052, -0.2143, -0.5856
O, 9.6339, -2.7112, 14.5173, 0.114, -0.0634, -0.1194
O, 11.5502, -2.1627, 12.9401, 0.0479, 0.0923, -0.2364
O, 4.5298, 5.1127, 11.4921, -0.0431, -0.0044, 0.0838
O, 10.1061, 0.3245, 18.8674, 0.0279, 0.1348, 0.3116
O, 0.49, 7.8638, 17.1821, 0.035, 0.1, 0.0891
O, 10.8511, 8.4988, 14.8854, -0.0757, 0.0973, -0.1387
O, 10.1775, 7.1298, 10.8828, 0.0189, 0.0295, -0.0327
O, 8.3633, 9.7281, 20.6867, 0.1279, 0.0618, 0.1841
O, 4.6846, 8.7205, 15.3071, -0.0142, 0.0714, -0.0343
O, 4.7951, 0.7396, 18.9233, 0.0609, 0.0233, 0.1906
O, 3.4643, 2.2159, 17.0152, -0.0154, -0.0714, 0.0764
O, 4.8216, -1.6296, 15.8929, -0.0285, -0.0539, -0.0081
O, 7.1959, -2.9748, 15.3584, -0.0283, -0.032, -0.0214
O, 2.6135, -2.8309, 16.8022, 0.0098, 0.0109, -0.0469
O, 7.8333, 8.4801, 10.5111, -0.2499, -0.0769, -0.012
O, 2.489, -0.8952, 14.9886, -0.0481, 0.0695, -0.1343
O, 6.5979, 3.4706, 10.846, -0.034, 0.0393, -0.1488
O, 2.9647, -0.3497, 17.5175, 0.0177, 0.0903, 0.1143
O, 3.0391, 8.3868, 17.3447, -0.0494, 0.0536, 0.1078
O, 5.0455, 6.7073, 17.1936, -0.0103, -0.0039, -0.004
O, 2.3143, 5.2493, 13.1448, 0.1348, -0.0429, -0.2869
O, 3.7023, -0.9493, 10.2801, -0.0749, -0.0277, -0.047
O, 10.6979, -0.0038, 16.2995, -0.0047, 0.0775, 0.0552
O, 11.7487, 1.4795, 20.6652, 0.0153, -0.0107, 0.0417
O, 2.0148, -7.3021, 21.768, -0.0476, -0.0504, 0.0184
O, 6.744, 0.9322, -1.6936, -0.0583, 0.0954, 0.1992
O, 8.968, 6.9965, 21.7222, 0.0337, 0.1326, 0.4353
O, 0.9269, 1.9642, 16.2308, -0.0575, -0.0275, 0.0108
O, 2.3065, 4.1352, 15.5392, 0.0067, 0.1028, -0.083
O, 6.2689, -2.5497, 17.8142, 0.0275, 0.0149, 0.0663
O, 11.3016, 0.7184, -1.2396, 0.0175, 0.113, 0.111
O, 13.962, 1.6622, 19.2973, -0.112, 0.0688, 0.3368
O, 3.2004, 6.5982, 15.2899, -0.0527, -0.0632, -0.1048
O, 7.9249, -5.3825, 18.1393, 0.0382, -0.0266, 0.195
O, 9.3727, -3.6518, 16.8887, -0.0105, -0.0191, 0.0433
O, 6.705, 3.3863, -0.852, 0.0046, -0.0439, 0.4014
O, 6.9858, -0.5941, 19.5505, -0.0081, 0.1582, 0.1285
O, 7.558, 5.8246, 17.3995, -0.0526, -0.0111, 0.02
O, 10.6291, 8.389, 20.3625, 0.1061, 0.1292, 0.2072
O, 6.8113, 2.1257, 19.6211, -0.0095, -0.058, 0.1083

Results
free energy: -142072.533 eV
free energy less fixed offsets of O -569.03, Si -635.61 eV per atom: 2.207 eV
pressure: -0.25 GPa
stress xx, yy, zz, yz, xz, xy (GPa, positive in tension): -0.88, 0.91, 0.72, -0.07, 0.06, -0.47

The program warned: the cutoff lies below the one the program advises for these potential files.
